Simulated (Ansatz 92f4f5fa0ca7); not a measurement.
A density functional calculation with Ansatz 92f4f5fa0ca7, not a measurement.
Periodic cell of 184 atoms, Si120O64, from a study of silicon, its oxide and their interface. The atomic structure is a simulated model.
This geometry differs little from another in the collection (a relaxation step or a small displacement).

Settings
functional: r2SCAN
potential files: Ansatz PAW
basis: plane waves
wave-function cutoff: 800 eV
density cutoff ratio: 5
exchange-correlation grid ratio: 1
k mesh: 1 x 1 x 1, shifted by 0.5 0.5 0 of a step
self-consistency stop: 1e-10 eV per atom in the density residual
occupations: fixed
spin: none
net charge: 0

Cell vectors (angstrom)
a	10.888	0	0
b	0	10.888	0
c	0	0	27.6829

Atoms: element, x, y, z (angstrom)
Si	-0.0218	1.1103	0.9514
Si	3.4327	0.0407	-1.9319
Si	-0.5727	6.0617	0.1806
Si	3.366	8.0463	-0.8218
Si	6.0213	-0.1469	-0.2767
Si	7.8063	3.0501	0.0795
Si	5.7318	4.3766	-0.2973
Si	8.9654	7.9939	-0.3904
Si	2.2601	1.2595	0.5658
Si	4.0692	3.8121	1.4142
Si	1.3077	6.9095	1.2831
Si	5.196	8.6798	0.5485
Si	6.7951	1.3746	1.3948
Si	9.2451	4.3482	1.4337
Si	6.9248	7.1694	0.5002
Si	9.7554	9.7537	1.3003
Si	-0.3068	2.7827	2.6443
Si	3.2392	-0.3919	3.0147
Si	0.0733	8.2858	2.7403
Si	2.7278	5.4518	2.5529
Si	5.4583	2.6429	2.8686
Si	8.1418	-0.0445	2.6871
Si	4.8465	8.7436	2.8801
Si	8.0699	5.62	2.9196
Si	1.3306	4.0414	3.9057
Si	4.1525	1.3349	4.2767
Si	1.3916	9.5842	4.1468
Si	3.9927	6.8483	4.0176
Si	6.7648	4.1224	4.1669
Si	9.3925	1.3892	4.1133
Si	6.7283	9.5564	4.0664
Si	9.5779	6.9064	4.1257
Si	-0.0203	0.076	5.4294
Si	2.679	2.7521	5.4013
Si	0.0301	5.4171	5.3778
Si	2.6767	8.1474	5.4971
Si	5.5183	0.0009	5.5913
Si	8.1092	2.7373	5.521
Si	5.3863	5.5143	5.4255
Si	8.1328	8.2094	5.4263
Si	1.3686	1.3894	6.7985
Si	4.049	4.1157	6.7674
Si	1.3377	6.7744	6.8173
Si	4.0914	9.4985	6.844
Si	6.8192	1.377	6.9247
Si	9.5698	4.0647	6.7861
Si	6.832	6.7977	6.7871
Si	9.4962	9.5754	6.7739
Si	0.0229	2.7025	8.1845
Si	2.7338	0.0329	8.1732
Si	-0.041	8.1778	8.1161
Si	2.7148	5.4282	8.1665
Si	5.4171	2.7564	8.1677
Si	8.1996	0.0058	8.2237
Si	5.473	8.1297	8.1545
Si	8.22	5.424	8.1413
Si	1.3848	4.0578	9.5351
Si	4.0999	1.4042	9.5663
Si	1.3217	9.5474	9.4684
Si	4.1308	6.75	9.4903
Si	6.8679	4.0433	9.4938
Si	9.5935	1.3228	9.5776
Si	6.8192	9.4906	9.512
Si	9.5847	6.7757	9.5204
Si	0.0199	-0.0552	10.9816
Si	2.7394	2.7702	10.9501
Si	0.1179	5.4513	10.919
Si	2.7284	8.1736	10.7097
Si	5.4959	-0.0013	10.863
Si	8.2617	2.719	10.891
Si	5.5135	5.3753	10.8399
Si	8.1741	8.0986	10.833
Si	1.4128	1.3643	12.296
Si	4.1637	4.1185	12.3152
Si	1.6075	6.7977	12.2253
Si	4.0301	9.4918	12.0906
Si	6.9536	1.2775	12.2127
Si	9.6053	4.1214	12.2596
Si	6.8148	6.7648	12.1933
Si	9.5263	9.3267	12.2663
Si	0.0932	2.7875	13.633
Si	2.7152	-0.1044	13.5926
Si	0.1559	8.018	13.5475
Si	3.4541	6.0521	13.6023
Si	5.4477	2.5267	13.4971
Si	8.0243	-0.3455	13.6203
Si	5.1275	7.8706	13.3875
Si	8.1157	5.3734	13.5755
Si	1.6237	3.9587	16.1034
Si	4.6101	0.6756	14.6901
Si	1.1832	9.5492	14.9043
Si	2.8662	5.9378	15.9193
Si	6.7912	3.8997	14.7658
Si	9.5313	0.4852	15.2375
Si	6.073	9.647	14.7117
Si	9.1405	6.4526	15.4056
Si	22.575	-2.7559	19.246
Si	30.3642	22.1092	25.6753
Si	-18.3039	34.3567	17.3185
Si	-25.4138	-24.4309	17.0499
Si	9.7459	12.8952	26.7616
Si	39.3975	25.3675	21.451
Si	-21.9452	-15.4895	23.1357
Si	2.3563	17.7161	21.491
Si	-5.1053	35.6176	18.7283
Si	3.0174	9.8748	18.6899
Si	22.234	-6.4886	25.4411
Si	12.895	40.7363	16.5769
Si	-1.8501	-5.3653	20.4837
Si	-18.2828	-27.5462	25.4573
Si	-16.163	-16.2191	17.1821
Si	-13.6772	23.9739	17.0583
Si	39.8666	-1.5566	22.3677
Si	-1.9556	19.321	24.7792
Si	4.1969	20.354	21.3606
Si	-6.9972	-9.6458	22.976
Si	7.0267	12.2129	23.2804
Si	30.3597	8.2743	19.7372
Si	-0.9106	4.4757	17.8078
Si	-6.9467	-28.2987	22.458
O	6.4007	5.8693	-0.3559
O	4.9546	11.2368	-1.4285
O	-14.2994	2.6617	-5.1542
O	5.434	23.1199	-4.2864
O	-15.0099	1.956	-9.758
O	0.5583	14.9657	-10.3708
O	-32.576	48.4427	-3.7459
O	14.5599	0.0365	-5.7836
O	18.3968	0.014	-5.1735
O	-5.3596	-17.3307	-5.5697
O	3.131	5.3784	-6.2294
O	18.9682	-23.7073	-6.5978
O	3.4629	2.7692	-5.1925
O	12.4309	-3.9221	-7.5912
O	-10.9456	21.3336	-12.1305
O	-10.0844	18.6358	-10.017
O	5.6326	-1.7612	22.0315
O	-20.1406	-1.3848	19.4541
O	7.7231	12.198	24.7155
O	1.2784	-4.0316	22.7009
O	14.0277	0.6972	24.3047
O	51.4845	26.2047	20.8254
O	20.8835	7.4275	24.0534
O	-15.7889	26.7126	15.7392
O	2.7948	0.4924	18.1502
O	13.9272	0.1337	29.1389
O	-8.8276	4.3957	25.7323
O	14.048	-34.2409	25.8269
O	18.3594	21.3738	26.6415
O	17.2595	9.369	16.3128
O	20.9513	26.8313	19.3167
O	9.3536	16.3962	16.7171
O	4.512	1.0356	16.2849
O	-1.0539	5.9574	21.8201
O	15.1329	-12.1037	19.7374
O	10.5389	-14.8203	14.7465
O	-12.3915	-0.8719	24.8947
O	-0.8005	23.6692	14.6522
O	10.187	19.2907	19.7223
O	-2.5239	7.775	15.9554
O	13.8555	24.4943	28.4681
O	-15.7429	-8.185	20.2955
O	3.5087	-4.2393	26.0169
O	7.6391	-2.3767	23.7255
O	4.2519	2.6262	18.3714
O	-18.577	-23.8217	17.4395
O	7.9168	19.7443	18.3856
O	-8.4826	33.4804	26.7077
O	14.1843	29.9226	21.6887
O	6.0439	-6.3743	18.3454
O	-3.1622	-7.943	15.6824
O	23.8488	7.8785	27.8439
O	-0.2127	5.5157	26.3694
O	25.5035	-5.7997	23.8771
O	9.077	3.1459	17.9104
O	15.618	-6.6208	26.0884
O	-20.8062	-18.0052	14.6168
O	-11.0789	2.9511	25.7821
O	-19.327	2.5951	16.4569
O	-14.6626	17.5716	29.7497
O	-23.8503	-10.0848	16.6695
O	-4.5345	17.8423	17.4482
O	-6.8631	-5.0965	17.1008
O	-24.4829	28.5011	19.8473

Results
free energy: -113253.945 eV
free energy less fixed offsets of O -570.45, Si -639.56 eV per atom: 2.055 eV

Forces (eV/angstrom), in the order of the atoms: element, x, y, z
Si	-0.0007	0.0097	0.0002
Si	-0.0069	0.0082	-0.012
Si	0.0003	0.0021	-0.022
Si	-0.0044	-0.0059	-0.0127
Si	-0.0008	0.0034	0.0018
Si	0.0132	-0.0008	0.001
Si	-0.0091	0.0127	-0.0119
Si	-0.0026	-0.0047	0.0269
Si	0.003	0.0045	-0.0087
Si	-0.0112	-0.0066	-0.009
Si	0.009	0.0062	-0.0027
Si	0.0019	0.0039	0.0015
Si	-0.0041	0.0057	-0.0084
Si	0.0021	-0.0139	-0.0126
Si	-0.0006	-0.0057	-0.0021
Si	0.0012	-0.001	-0.005
Si	-0.0019	-0.0001	0.0012
Si	-0.0074	0.0037	-0.0089
Si	-0.0067	0.0061	-0.0051
Si	0.0022	0.0014	-0.0029
Si	0.0013	-0.0021	-0.0031
Si	0.0037	-0.0021	0.0015
Si	0.0037	-0.0109	0.0005
Si	-0.006	0.0023	-0.007
Si	-0.0109	0.004	-0.0002
Si	0.0012	0.0008	0.0055
Si	-0.0066	0.0014	-0.0069
Si	0.0072	0.003	-0.0048
Si	0.0008	0.0008	0.0008
Si	0.0096	-0.0043	-0.0051
Si	0.0018	0.0017	0.0011
Si	0.0065	0.0036	0.0038
Si	-0.003	0.0051	-0.0018
Si	-0.0005	0.0054	0.0027
Si	0.006	-0.0043	-0.0032
Si	0.0055	0.0016	-0.0028
Si	0.0002	-0.0011	-0.0015
Si	0.0022	-0.0025	-0.0022
Si	-0.0018	0.0046	-0.0015
Si	-0.0031	0.0043	-0.0009
Si	0.0045	0.0012	-0.0019
Si	-0.0044	-0.0044	-0.0024
Si	-0.0045	-0.0028	0.0017
Si	0.0027	0	-0.0008
Si	-0.0008	0.0016	0.0018
Si	-0.0021	0.003	-0.0005
Si	0.0007	0.0027	-0.0049
Si	-0.0018	-0.0058	-0.0033
Si	0.0009	-0.0017	-0.0006
Si	0.0051	0.0019	0.0007
Si	-0.0036	0.0013	0.0008
Si	0.0019	-0.0004	-0.0018
Si	-0.0011	0.0011	0.0005
Si	0.0003	-0.0014	0.001
Si	0.0033	-0.0006	0.0017
Si	-0.0036	0.002	-0.001
Si	-0.0008	0.005	-0.0009
Si	-0.0004	-0.0017	0.0008
Si	-0.009	0.004	-0.0017
Si	0.0024	-0.001	0.003
Si	-0.0034	0.0007	0.002
Si	0.0035	-0.0006	-0.0021
Si	-0.0013	0.0037	-0.0004
Si	-0.001	-0.0054	-0.0023
Si	0.0014	0.0001	0.0028
Si	0.002	-0.0021	-0.0001
Si	0.0004	0.0015	-0.0031
Si	0.0018	-0.0053	-0.0005
Si	-0.0021	-0.0027	0.0003
Si	0.001	-0.0009	0.0047
Si	-0.0019	0.0013	0.0016
Si	-0.0007	0.0012	0.0009
Si	0.0011	-0.0045	0.0046
Si	-0.0003	0.0033	-0.0007
Si	-0.0013	-0.0049	0.0053
Si	0.0034	0.0045	-0.0013
Si	0.0047	-0.0031	-0.0021
Si	-0.0034	-0.0007	0.003
Si	0.0072	0.0003	0.0001
Si	-0.0011	0.0084	-0.0005
Si	-0.0036	-0.0102	0.0136
Si	0.004	-0.0022	-0.0003
Si	0.0053	-0.0101	0.0001
Si	0.008	0.0057	-0.0086
Si	-0.0069	0.0019	0.0012
Si	0.0039	-0.0022	-0.0051
Si	-0.0082	-0.0142	0.0031
Si	-0.0018	0.0007	0.002
Si	-0.0112	-0.0161	0.0101
Si	-0.0014	-0.0046	0.0007
Si	-0.0072	0.0053	0.0116
Si	0.0115	-0.0042	0.0131
Si	-0.0047	-0.0006	0.0127
Si	0.0127	0.0042	0.0186
Si	-0.0009	0.007	0.0095
Si	-0.0018	-0.0008	0.0168
Si	-0.0012	0.0002	0.0116
Si	0.0015	0.0037	-0.0034
Si	-0.0003	0.0032	0.0189
Si	-0.004	-0.0002	0.0128
Si	0.0116	0.0033	0.0115
Si	-0.0018	0.0042	0
Si	0.0026	-0.0016	-0.0143
Si	-0.0028	0.0016	0.002
Si	0.0026	0.0013	0.0059
Si	0.0006	0.0036	0.0113
Si	0.0076	0.007	-0.0068
Si	-0.002	0.0069	0.0119
Si	-0.0023	-0.007	0.002
Si	-0.0074	0.0023	-0.0001
Si	0.002	0.0052	0.0064
Si	0.0015	0.0039	0.0187
Si	-0.0053	0.0014	-0.0104
Si	0.0041	-0.0065	-0.0358
Si	-0.0031	0.0024	0.0018
Si	0.0008	0.0032	-0.0043
Si	-0.013	0.0018	-0.0147
Si	-0.0033	-0.0036	0.0064
Si	-0.0025	-0.0012	0.0176
Si	0.0014	0.0038	-0.0085
O	0.0033	-0.007	0.0184
O	0.0063	-0.0041	0.0084
O	-0.0016	-0.0062	-0.0003
O	0.0102	0.0018	-0.0024
O	0.0004	0.0017	-0.0059
O	0.0147	0.0011	-0.0146
O	-0.0018	-0.0019	0.0077
O	0.0003	-0.0001	-0.0016
O	0.0006	-0.0001	0.001
O	0.0002	0	0.0003
O	-0.0001	0.0007	0.005
O	-0.0012	-0.0059	0.0003
O	0.0001	0.0014	0.0022
O	-0.0023	0.0014	-0.0022
O	-0.0085	0.0047	-0.0272
O	0.0087	0.0024	-0.0113
O	-0.0001	0.0029	0.0029
O	0.0012	0.001	-0.0037
O	0.0023	-0.0048	0.0112
O	-0.0048	-0.0005	0.0038
O	0.005	-0.0013	0.0091
O	0.001	-0.0001	-0.0008
O	-0.004	0.0074	0.0068
O	-0.0007	-0.0032	-0.0014
O	0.0005	-0.0019	0.0015
O	0.0067	-0.0021	0.001
O	0.002	0.0014	0.0002
O	0.0047	0.0119	0.0069
O	0.001	-0.0018	-0.0056
O	-0.0032	0.0011	-0.0125
O	0.0029	0.0001	-0.0033
O	-0.0005	0.0043	-0.0043
O	0.0064	-0.0018	-0.0084
O	0.0015	0.0018	0.0085
O	-0.0045	0.001	-0.0059
O	-0.0006	-0.0007	-0.009
O	-0.0021	-0.0029	0.0053
O	-0.011	0.0017	-0.0178
O	-0.0076	0.0014	-0.0006
O	0.0047	-0.0061	-0.0045
O	0.0126	0.0128	0.0011
O	-0.0042	0.0011	-0.0038
O	-0.0037	0.0011	0.0055
O	0.0019	0.001	0.0086
O	-0.0041	-0.0022	-0.0079
O	-0.0069	-0.0106	-0.0034
O	-0.0065	-0.002	-0.0083
O	-0.0021	0.0023	0.0068
O	-0.0022	0.0034	0.0005
O	-0.0046	-0.0032	0.0041
O	-0.0096	0.002	-0.0138
O	0.001	0.0013	0.0094
O	-0.0001	0.0078	0.0226
O	-0.0008	-0.0002	0.0102
O	0.0035	0.0009	-0.0004
O	0.0086	-0.0065	0.0131
O	0.0027	0.001	0.006
O	-0.0092	-0.0033	0.0052
O	-0.005	0.0106	-0.0087
O	0.0023	-0.0027	-0.0019
O	0.0048	-0.0002	-0.0103
O	-0.0028	-0.0052	-0.0075
O	-0.006	0.0031	-0.0051
O	0.0009	0.0032	-0.0071

The program warned: the cutoff lies below the one the program advises for these potential files; the forces do not sum to zero within the program's tolerance; empty levels may hold ghost states of the PAW files; the exchange-correlation potential is rough where the density is thin.
